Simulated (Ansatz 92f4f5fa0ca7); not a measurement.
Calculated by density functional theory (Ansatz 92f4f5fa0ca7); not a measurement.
Periodic cell of 171 atoms, Si99O72, from a study of silicon, its oxide and their interface. The atomic structure is a simulated model.

Settings
functional: PBE
potential files: Ansatz PAW
basis: plane waves
wave-function cutoff: 700 eV
density cutoff ratio: 5
exchange-correlation grid ratio: 2
k mesh: 2 x 2 x 1, shifted by 0.5 0.5 0.5 of a step
self-consistency stop: 5e-08 eV per atom in the density residual
occupations: Fermi-Dirac, 0.05 eV
spin: none
net charge: 0

Cell vectors (angstrom)
a  11.5983  0  0
b  0  11.5983  0
c  -2.9895  -1.9545  21.8143

Atoms and the computed forces on them: element, x, y, z (angstrom), force x, y, z (eV/angstrom)
Si  -1.6899  1.99  -0.9847  0.1408  0.4131  -0.0151
Si  -1.8716  6.8541  -0.5446  0.022  0.0703  0.1973
Si  -1.2459  9.8968  -0.0694  -0.1959  -0.0848  0.2847
Si  2.2062  1.6156  -0.4924  -0.0831  -0.3956  -0.392
Si  2.0812  7.0777  -0.5963  0.1187  0.2631  -0.2474
Si  2.3216  10.1437  -0.0208  0.205  0.0359  -0.3507
Si  6.2643  1.3914  -0.7625  -0.169  -0.1605  -0.1961
Si  6.0119  6.8217  -0.6717  -0.0723  0.1945  -0.0751
Si  6.1614  9.9468  -0.2032  -0.0076  -0.0838  -0.4924
Si  0.2156  2.1649  0.6457  -0.0801  -0.0462  -0.0511
Si  0.2412  6.2772  0.6685  -0.2671  0.0201  -0.2384
Si  0.4961  10.1485  1.3734  -0.0666  -0.0715  -0.0996
Si  4.261  2.1633  0.5879  0.1324  -0.1459  -0.152
Si  4.058  6.3737  0.6481  0.0386  0.1257  -0.2609
Si  4.2964  10.0512  1.1623  -0.0955  -0.0643  -0.3188
Si  8.0835  2.1552  0.6038  -0.077  -0.058  -0.0885
Si  7.8649  6.2368  0.733  -0.1321  0.1023  -0.1726
Si  8.1632  10.1397  0.9683  0.1822  0.0054  -0.5273
Si  0.2829  4.2234  1.9526  -0.0199  0.0997  -0.1137
Si  0.2896  8.0447  2.3264  -0.099  -0.1803  0.4423
Si  0.2659  12.1492  2.4091  -0.0076  0.1449  0.1582
Si  4.1453  4.26  1.8794  -0.0454  0.0264  -0.1357
Si  4.164  8.0775  2.325  -0.0112  -0.0518  0.2891
Si  4.224  12.0567  2.2851  -0.022  0.0462  0.2329
Si  7.9578  4.1999  1.9539  0.1089  0.0907  -0.123
Si  8.0308  8.1371  2.2027  0.11  -0.1284  0.385
Si  8.0996  12.0493  2.2548  -0.0037  -0.0983  0.1576
Si  -1.6782  4.2687  3.3772  0.0149  -0.0689  -0.0636
Si  9.9173  8.1296  3.6569  -0.1019  -0.0672  -0.2428
Si  9.9371  12.0092  3.7205  -0.0232  0.0624  -0.0533
Si  2.234  4.2475  3.3681  0.0639  -0.1349  0.0137
Si  2.2279  8.1064  3.6706  -0.1097  -0.178  -0.2424
Si  2.2583  12.0253  3.6528  0.1299  0.2601  0.0811
Si  6.0402  4.2911  3.3523  -0.059  -0.0525  0.0824
Si  6.1406  8.1439  3.6246  0.0744  -0.1109  -0.1944
Si  6.1632  11.9863  3.6098  -0.0739  0.2702  0.0363
Si  9.8726  2.4137  4.8989  0.1088  -0.1504  0.1397
Si  9.9378  6.1477  4.8879  -0.0308  0.2325  0.0162
Si  9.9394  10.0533  5.0751  -0.0528  -0.0881  -0.1149
Si  2.2345  2.3996  4.8979  -0.0082  -0.0967  0.2365
Si  2.2908  6.1312  4.8822  0.0594  0.1072  0.0947
Si  2.1739  10.0426  5.0246  -0.0794  -0.0226  0.026
Si  6.0392  2.4028  4.785  -0.1017  -0.1274  0.1804
Si  6.1038  6.1717  4.8747  0.1899  0.1199  0.1055
Si  6.1872  10.0537  5.0222  -0.0068  0.0043  -0.0552
Si  0.2302  2.3188  6.2356  0.1395  -0.0433  -0.4266
Si  0.3331  6.255  6.1851  0.0316  -0.1157  -0.2214
Si  0.2292  9.9793  6.4876  0.0757  0.1121  0.1546
Si  4.1974  2.3676  6.2597  -0.0142  0.1449  -0.2156
Si  4.2092  6.2547  6.3106  -0.0636  -0.1211  0.0471
Si  4.1877  9.9894  6.2561  0.0153  -0.03  0.038
Si  7.8845  2.3783  6.2126  -0.0362  0.0771  -0.1387
Si  8.0184  6.1864  6.2961  -0.1282  0.094  -0.1025
Si  8.0691  10.1261  6.5285  -0.0569  -0.1132  0.2498
Si  0.1979  4.3304  7.4131  0.0879  -0.0804  0.3338
Si  0.3768  7.9714  7.8454  -0.0644  -0.0012  0.1207
Si  0.096  12.0111  7.7379  0.0609  0.0949  0.1869
Si  4.208  4.3132  7.6209  0.0408  -0.0624  0.3787
Si  4.2879  8.2125  7.8006  0.2172  -0.0094  0.0414
Si  4.1199  11.9111  7.4933  -0.2519  0.1512  0.0069
Si  7.9258  4.2358  7.5943  -0.1715  0.0717  0.3279
Si  8.1401  8.0649  7.8258  0.0407  -0.0925  0.0709
Si  7.8547  12.2163  7.7946  -0.1115  -0.066  0.1172
Si  9.9174  4.2446  8.7499  0.1582  -0.063  0.3663
Si  10.0586  7.3256  9.1674  -0.1002  -0.2384  0.4662
Si  9.8077  12.7594  9.0331  0.0233  0.2406  0.3503
Si  2.1184  3.922  8.6501  0.2417  0.208  -0.3705
Si  2.4147  7.8897  9.1916  -0.2516  0.0981  0.5873
Si  2.1917  12.3974  8.8071  0.0665  0.0556  -0.0472
Si  6.0974  4.5922  9.0591  -0.2248  -0.0784  0.1683
Si  6.2335  7.8092  9.228  0.3294  -0.3252  -0.1109
Si  5.7649  11.9246  9.0999  -0.0287  0.1258  0.1141
Si  6.6341  4.2774  16.7971  0.0381  -0.0509  -0.4343
Si  3.8963  5.1833  16.6748  0.1333  0.0211  -0.3118
Si  2.5918  5.4057  10.8723  0.0678  -0.1471  0.5335
Si  11.0588  4.2338  18.2538  0.0646  0.028  -0.5124
Si  10.4552  8.5948  12.1372  0.0776  -0.0511  0.4216
Si  2.5535  7.1961  14.9797  0.0239  -0.0064  0.2102
Si  7.3996  4.3724  13.8559  0.2378  -0.0003  0.0901
Si  7.2058  8.949  19.0856  0.1979  -0.1829  -0.3347
Si  5.8473  6.3568  18.506  0.0973  -0.0984  -0.5244
Si  5.0418  4.074  11.8629  0.0953  0.0864  0.3908
Si  9.9019  1.8978  16.7952  -0.0435  0.1218  -0.3593
Si  2.4193  10.0428  15.7667  -0.202  -0.1667  -0.0427
Si  3.8777  1.3963  11.2216  0.1039  -0.1359  0.3127
Si  4.3537  -0.6997  13.5339  -0.057  0.0937  0.2635
Si  8.7357  1.8313  14.0101  -0.0549  0.239  0.1509
Si  2.3597  3.3727  18.3751  -0.1062  0.1962  -0.3854
Si  1.7738  7.7235  12.1674  -0.1622  -0.0123  0.4266
Si  -2.714  6.9469  14.3552  -0.0497  -0.2561  0.16
Si  -2.4338  -0.3473  11.7936  0.1457  0.2008  0.3703
Si  -0.1974  11.6296  18.5074  0.0393  -0.0642  -0.4288
Si  7.164  1.5667  18.0855  0.0792  -0.1014  -0.4044
Si  6.46  0.2263  15.559  0.107  0.0043  -0.1621
Si  -0.2446  6.4887  16.0692  0.0099  0.1987  -0.1601
Si  8.238  9.336  16.1382  0.071  -0.0513  -0.3396
Si  -0.499  9.5846  16.5074  0.1171  -0.1574  -0.3092
Si  6.2905  9.8214  11.3897  -0.1081  0.0849  0.3612
Si  2.8384  0.34  18.2666  -0.2406  -0.1735  -0.4541
O  3.6751  6.0736  15.3329  -0.0297  -0.0008  0.0744
O  2.334  8.4861  10.8151  0.1172  -0.1157  -0.9636
O  2.7284  8.4501  16.0313  0.0026  0.0279  -0.0611
O  -2.4507  7.352  -2.0309  0.1291  -0.2238  0.4448
O  -1.8858  0.6527  -1.9505  -0.076  0.2424  0.1052
O  0.7842  10.2158  15.7132  0.0828  0.0197  0.0943
O  -0.3975  1.0426  17.2413  0.1006  -0.0795  0.1954
O  0.7521  3.294  18.5806  0.0695  -0.0412  0.1718
O  9.873  1.9664  15.1694  -0.0324  -0.0503  0.1363
O  2.2676  -0.033  -0.9036  -0.0661  0.4294  0.337
O  5.3263  -1.7682  12.7385  0.2209  -0.0936  -0.4058
O  5.9576  7.9709  18.6776  -0.0239  0.1373  0.1707
O  2.9634  1.9271  17.9187  0.0321  -0.0068  0.1088
O  6.0546  11.3496  -1.129  0.1327  0.4578  0.3128
O  6.0881  8.4799  -1.0576  0.0695  -0.2318  0.2954
O  1.4947  6.142  11.8176  0.1103  -0.0567  -0.2332
O  -1.5219  8.2982  0.1487  0.1658  -0.1539  -0.3333
O  5.0681  4.0946  16.3721  -0.0126  0.0531  0.1311
O  4.0236  2.808  12.0159  -0.0429  -0.0328  -0.1838
O  9.6163  11.7914  10.3423  0.0078  0.0865  -0.1368
O  5.1696  13.0224  10.2005  0.1726  -0.1625  -0.1644
O  8.4165  3.2485  13.2487  -0.0621  -0.0363  0.0031
O  -1.3326  -1.4121  12.2866  -0.0512  -0.0082  -0.1861
O  9.2506  0.8598  12.8533  -0.0288  -0.2108  -0.247
O  -1.5321  6.1191  15.1339  0.0507  0.0644  0.0258
O  2.051  3.9758  10.3238  0.0282  0.0986  -0.1997
O  2.1645  13.9384  8.2646  -0.0031  -0.1148  0.2289
O  8.1035  9.2325  17.761  -0.1673  -0.0033  0.3351
O  7.3948  1.2636  14.7347  -0.0417  -0.0404  -0.0046
O  4.029  5.3467  11.6518  -0.1667  0.0572  -0.217
O  2.7174  6.2764  9.4789  -0.002  0.0263  -0.0104
O  6.0573  3.9295  10.5934  0.1435  0.0549  -0.4498
O  5.7275  10.5453  10.0236  0.0184  0.1043  -0.1703
O  9.9524  5.6841  9.6432  0.045  0.526  -0.4686
O  1.098  6.4701  15.1449  -0.001  -0.0022  0.0026
O  -1.8918  9.9525  15.7285  -0.0619  -0.0034  0.1258
O  -0.4084  7.9832  16.6623  -0.0354  0.0258  0.0456
O  3.0102  -1.2417  14.2829  0.1276  0.0448  -0.1033
O  3.0721  -0.6085  16.9357  0.0447  0.2271  0.3497
O  2.5603  4.3833  17.0999  -0.001  -0.1797  0.3092
O  7.0962  -1.2676  15.5804  0.0122  -0.0035  0.0571
O  7.8917  5.8947  13.6185  -0.0096  0.0395  -0.0071
O  -0.599  10.1358  18.0213  -0.0102  0.1816  0.289
O  6.8968  5.7901  17.3547  -0.164  0.1071  0.3204
O  4.3408  6.1283  17.9282  0.0613  0.0316  0.2389
O  -3.5351  7.8817  15.4187  0.0071  0.076  0.0443
O  7.008  1.2544  19.6774  -0.0658  -0.2548  0.389
O  7.5001  4.0701  15.4561  -0.0684  -0.0298  0.1092
O  8.018  8.11  20.2168  -0.0641  0.0443  0.1743
O  10.0088  2.7633  9.584  -0.164  -0.3417  -0.5009
O  11.4773  5.5255  17.3604  -0.0451  -0.1632  0.2309
O  10.1791  8.1359  10.609  -0.0713  -0.1771  -0.4501
O  2.7856  7.7248  13.4523  -0.0889  0.0241  -0.2702
O  1.3699  11.6152  18.8783  0.0601  0.0742  0.1212
O  5.9072  4.2262  13.241  -0.2851  -0.0329  -0.3954
O  2.5043  0.9861  10.4292  -0.1195  -0.129  -0.3627
O  -2.142  7.8617  13.168  0.1242  0.1621  -0.302
O  -3.9091  -1.0406  11.7899  -0.1272  -0.0782  -0.0875
O  6.7674  1.9989  -2.2498  0.0744  -0.125  0.4294
O  6.1316  0.7627  17.0777  0.0276  0.0619  0.2679
O  5.0982  0.1157  14.7182  -0.037  0.0008  -0.0199
O  6.4479  8.2954  10.8278  -0.1452  -0.0465  -0.3326
O  9.9769  3.4117  17.3641  0.0867  0.054  0.1996
O  -1.0158  12.0396  19.8473  0.0658  -0.1227  0.4581
O  6.1927  6.1841  9.4169  -0.1056  0.2935  0.0004
O  2.2089  8.73  -0.8976  -0.1333  -0.3839  0.2221
O  1.7897  6.5338  -2.131  -0.0025  0.0319  0.3463
O  6.994  3.171  17.9224  -0.0237  -0.047  0.2086
O  3.8811  0.3004  12.3909  -0.0225  0.1033  -0.2572
O  6.0433  5.8932  -2.0674  0.0422  0.2052  0.2722
O  8.632  12.7399  17.4897  -0.0959  -0.0444  0.1389
O  0.3761  8.3574  12.6516  0.0173  -0.027  -0.1613

Results
free energy: -103890.152 eV
free energy less fixed offsets of O -569.03, Si -635.61 eV per atom: 5.398 eV
pressure: 0.69 GPa
stress xx, yy, zz, yz, xz, xy (GPa, positive in tension): -1.68, -1.16, 0.77, 0.08, -0.32, 0.37

The program warned: the cutoff lies below the one the program advises for these potential files.
